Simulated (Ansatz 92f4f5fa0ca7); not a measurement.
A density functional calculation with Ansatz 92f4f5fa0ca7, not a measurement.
Periodic cell of 223 atoms, Si132O90P1, from a study of silicon, its oxide and their interface. The atomic structure is a simulated model.
Doubt: the cutoff is far below the 930 eV that the study's wrapper takes by default for these files, so forces and energies are approximate.
This geometry differs little from another in the collection (a relaxation step or a small displacement).

Settings
functional: PBE
potential files: Ansatz PAW
basis: plane waves
wave-function cutoff: 580 eV
density cutoff ratio: 5
exchange-correlation grid ratio: 1
k mesh: 1 x 1 x 1, Gamma-centred
self-consistency stop: 5e-08 eV per atom in the density residual
occupations: fixed
spin: none
net charge: +1 e, with a uniform compensating background and no finite-size correction

Cell vectors (angstrom)
a, 10.938, 0, 0
b, 0, 10.938, 0
c, 0, 0, 32.1988

Atoms: element, x, y, z (angstrom)
Si, 10.5819, 0.2191, 24.8657
Si, 5.7354, 10.6811, 24.7377
Si, 2.4785, 2.9148, 24.6351
Si, 8.4223, 2.4639, 24.8194
Si, 0.2725, 5.1684, 24.7485
Si, 5.1516, 5.7476, 24.6854
Si, 2.9306, 8.0095, 24.5894
Si, 7.9418, 8.4382, 24.7317
Si, 1.3267, 1.3812, 26.0302
Si, 6.8432, 1.3101, 26.1193
Si, 4.0412, 4.1053, 25.9884
Si, 9.6069, 4.0581, 26.0795
Si, 1.3961, 6.8281, 25.9963
Si, 6.7665, 6.8529, 26.0205
Si, 4.1008, 9.5334, 25.9936
Si, 9.4592, 9.571, 26.1601
Si, 2.7259, -0.0082, 27.3376
Si, 8.1518, -0.0158, 27.5647
Si, 0.0076, 2.7143, 27.482
Si, 5.4384, 2.7438, 27.363
Si, 2.7243, 5.467, 27.4278
Si, 8.1835, 5.4698, 27.3459
Si, -0.0058, 8.1789, 27.3738
Si, 5.4385, 8.1987, 27.444
Si, 4.0761, 1.3633, 28.7395
Si, 9.5753, 1.3583, 28.8474
Si, 1.3639, 4.1032, 28.8101
Si, 6.8282, 4.1036, 28.7373
Si, 4.0983, 6.817, 28.803
Si, 9.5532, 6.8179, 28.7464
Si, 1.3696, 9.5642, 28.7346
Si, 6.7783, 9.5442, 28.862
Si, 0.0214, -0.0259, 30.1576
Si, 5.4166, 0.0125, 30.1671
Si, 2.7366, 2.7243, 30.1504
Si, 8.1894, 2.7551, 30.1466
Si, -0.0246, 5.4612, 30.1441
Si, 5.482, 5.4542, 30.1507
Si, 2.7279, 8.209, 30.1325
Si, 8.2029, 8.1746, 30.1568
Si, 1.376, 1.3524, 31.5279
Si, 6.8177, 1.3831, 31.4946
Si, 4.1131, 4.0873, 31.5156
Si, 9.5613, 4.1, 31.5365
Si, 1.3581, 6.8371, 31.4785
Si, 6.8476, 6.8147, 31.536
Si, 4.0764, 9.5667, 31.5423
Si, 9.5784, 9.5497, 31.5122
Si, 2.728, 0.0007, 0.728
Si, 8.1942, 0.0068, 0.6417
Si, 0.0034, 2.7199, 0.697
Si, 5.4789, 2.7311, 0.6986
Si, 2.736, 5.4868, 0.6478
Si, 8.2079, 5.4606, 0.7267
Si, 0.013, 8.1805, 0.6749
Si, 5.4797, 8.1989, 0.6971
Si, 4.1271, 1.3626, 2.0736
Si, 9.5374, 1.3444, 2.049
Si, 1.3816, 4.1255, 2.021
Si, 6.8451, 4.0836, 2.0828
Si, 4.1071, 6.824, 2.0513
Si, 9.6082, 6.8335, 2.0714
Si, 1.3771, 9.5137, 2.0661
Si, 6.8403, 9.6165, 2.0478
Si, -0.0176, -0.0486, 3.3783
Si, 5.4862, 0.0057, 3.4766
Si, 2.768, 2.7833, 3.3705
Si, 8.1937, 2.6978, 3.4579
Si, 0.0319, 5.4595, 3.4383
Si, 5.4792, 5.4688, 3.4223
Si, 2.7813, 8.1988, 3.4551
Si, 8.2172, 8.2346, 3.3836
Si, 1.3788, 1.3782, 4.6413
Si, 6.8438, 1.3466, 4.8954
Si, 4.1512, 4.0826, 4.8286
Si, 9.5797, 4.0787, 4.771
Si, 1.4199, 6.8229, 4.8063
Si, 6.8339, 6.9005, 4.7532
Si, 4.1366, 9.5742, 4.8587
P, 9.5613, 9.5479, 4.7975
Si, 2.7567, 0.1245, 6.0643
Si, 8.2065, -0.0639, 6.2586
Si, 0.0305, 2.67, 6.0499
Si, 5.4793, 2.7154, 6.317
Si, 2.807, 5.4807, 6.2085
Si, 8.1716, 5.4713, 6.0503
Si, 0.0179, 8.1871, 6.1433
Si, 5.5178, 8.2162, 6.2513
Si, 3.8314, 1.579, 7.6284
Si, 9.8504, 1.1369, 7.4553
Si, 1.6215, 3.7982, 7.3276
Si, 6.6538, 4.4066, 7.4949
Si, 4.4077, 6.6207, 7.5695
Si, 9.3602, 6.9429, 7.407
Si, 1.1558, 9.9257, 7.2833
Si, 7.1474, 9.2234, 7.6781
O, 8.3558, 8.1408, 7.8592
O, 2.7147, 2.7471, 7.9736
O, 9.5171, 1.3451, 24.2726
O, 4.0462, 6.8626, 24.129
O, 0.0178, -0.001, 7.9409
O, 5.5251, 5.4938, 8.046
O, 6.8512, 9.5727, 24.2056
O, 1.3698, 4.0614, 24.1712
O, 3.877, 7.3862, 8.949
O, 0.7462, 4.3609, 8.583
O, 9.8182, 6.2174, 8.8104
O, 2.117, 9.3436, 8.4613
O, 7.5415, 3.9274, 8.7958
O, 4.2485, 0.9115, 9.0823
O, 6.7548, 9.561, 9.2248
O, 9.1731, 1.8147, 8.7807
O, 7.7054, 3.149, 23.519
O, 10.4941, 5.8438, 23.4454
O, 5.0878, 0.4362, 23.4053
O, 5.8611, 5.0874, 23.3627
O, 3.1035, 2.2042, 23.2786
O, 2.2958, 8.7238, 23.2279
O, 8.6302, 7.7618, 23.4011
O, 0.2205, 10.3129, 23.6046
Si, 4.3875, 1.5683, 22.4642
Si, 3.491, 7.9315, 14.0289
Si, 7.1166, 0.962, 14.6672
Si, 0.9405, 9.3547, 22.5186
Si, 1.1833, 4.3113, 11.8909
Si, 6.2647, 8.9685, 15.3202
Si, 0.684, 1.3714, 12.2962
Si, 8.6233, 4.9546, 20.5067
Si, 0.3233, 5.7105, 9.3678
Si, 5.0984, 3.1241, 17.9446
Si, 0.8844, 3.7457, 16.7443
Si, 10.4012, 2.8512, 19.2267
Si, 5.2678, 1.1863, 10.3619
Si, 0.881, 0.1814, 19.8486
Si, 6.6533, 9.461, 10.8766
Si, 9.3358, 9.6802, 18.3267
Si, 9.3918, 9.2506, 12.5789
Si, 6.5695, 3.8435, 22.5807
Si, 2.4432, 8.0515, 9.3822
Si, 10.5875, 7.3701, 17.0752
Si, 2.5095, 6.2945, 16.5733
Si, 10.1745, 4.4941, 14.1914
Si, 6.1347, 9.187, 18.5145
Si, 7.9574, 2.5612, 9.5838
Si, 8.8857, 2.1375, 12.4567
Si, 5.3361, 6.2476, 18.0626
Si, 3.9194, 0.5571, 19.4656
Si, 4.2743, 3.8482, 12.0583
Si, 5.5439, 6.6047, 12.1391
Si, 8.0104, 2.5081, 17.2203
Si, 4.3576, 2.4831, 14.9685
Si, 1.5431, 1.2127, 15.258
Si, 1.5656, 9.4195, 12.0464
Si, 8.0509, 6.8573, 13.8708
Si, 10.3798, 9.8406, 15.4916
Si, 9.8087, 7.0146, 22.5472
Si, 8.1066, 5.4884, 17.4069
O, 6.0503, 7.9612, 11.278
O, 6.0132, 9.2105, 16.8956
O, 7.6864, 1.3581, 13.1935
O, 0.9007, 1.7502, 13.8627
O, 9.4278, 6.2557, 16.8772
O, 6.7598, 6.2108, 13.1362
O, 5.1293, 4.663, 18.6063
O, 9.2277, 2.1619, 18.2736
O, 2.3624, 0.0965, 19.0841
O, 9.4114, 10.2399, 16.7672
O, 2.7887, 4.4456, 11.7037
O, 5.062, 10.3247, 19.1047
O, 9.4285, 3.2493, 13.4794
O, 0.4544, 1.7698, 19.9582
O, 3.1566, 1.359, 15.0576
O, 8.1624, 5.3829, 19.0215
O, 3.8929, 6.6001, 17.3804
O, 4.5716, 3.2802, 16.3874
O, 9.0621, 5.6705, 14.3092
O, 5.448, 2.7581, 22.1388
O, 10.6693, 4.1389, 15.6827
O, 0.3416, 3.8701, 18.2783
O, 10.4225, 10.5154, 19.223
O, 9.6418, 10.0328, 14.0292
O, 10.9118, 8.1166, 22.086
O, 1.1962, 2.1627, 16.5276
O, 9.7323, 3.7568, 20.4148
O, 8.1301, 4.0357, 16.6803
O, -0.0438, 9.107, 11.9045
O, 6.5818, 2.4179, 18.0066
O, 5.5869, 10.7187, 11.1889
O, 7.7459, 9.5941, 18.8407
O, 10.0365, 1.0241, 12.0543
O, 1.3396, 6.9232, 9.0268
O, 0.6236, 4.7738, 13.352
O, 5.7014, 7.6253, 18.9781
O, 5.2393, 5.087, 11.518
O, 2.7114, 6.9868, 15.1079
O, 0.914, 2.7501, 11.4626
O, 0.8618, 10.6862, 15.5417
O, 2.3841, 8.5878, 10.8984
O, 4.6887, 2.435, 11.2738
O, 4.2417, 3.5182, 13.6812
O, 2.1967, 4.6861, 16.4762
O, 10.6982, 8.2523, 15.6939
O, 6.9224, 10.2956, 14.6665
O, 2.3472, 8.9576, 13.4153
O, 8.0302, 1.5268, 15.9073
O, 4.1253, 7.0041, 12.8427
O, 4.1737, 2.0126, 18.7277
O, 7.2893, 4.4182, 21.2596
O, 8.4116, 2.907, 11.0961
O, 1.1786, 6.8686, 17.352
O, 5.6558, 1.5901, 14.739
O, 8.1343, 9.7644, 11.5869
O, 9.1961, 6.2899, 21.2385
O, 8.9541, 7.7202, 12.8507
O, 1.6561, 0.1235, 11.8667
O, 6.6428, 6.1529, 17.0593
O, 7.3992, 7.8085, 15.0403
O, 1.2059, 10.3095, 21.2369
O, 10.0292, 8.2024, 18.353
O, 3.9472, 0.8476, 21.0826
O, 0.3441, 5.34, 10.9291
O, 6.6654, 1.5889, 9.6144
O, 4.7805, 8.7051, 14.6747

Results
free energy: -135861.170 eV
free energy less fixed offsets of O -568.88, P -755.39, Si -635.61 eV per atom: -6.060 eV

Forces (eV/angstrom), in the order of the atoms: element, x, y, z
Si, -0.0077, 0.0095, 0.0165
Si, 0.0109, -0.0099, 0.0211
Si, -0.0073, 0.0112, 0.0212
Si, 0.008, -0.0113, 0.0213
Si, 0.0135, -0.0056, 0.0215
Si, -0.0107, 0.0102, 0.0228
Si, 0.0073, -0.0104, 0.0216
Si, -0.0076, 0.0097, 0.0213
Si, 0.0013, -0.0047, -0.007
Si, -0.0022, 0.0036, -0.0061
Si, 0.001, -0.001, -0.0023
Si, -0.0045, 0.0029, -0.0065
Si, -0.0033, 0.0003, -0.003
Si, 0.0008, -0.0011, -0.0055
Si, 0.0006, 0.0019, -0.0047
Si, 0.0054, -0.0032, -0.0064
Si, -0.0012, 0, 0.0073
Si, -0.0019, 0.0002, -0.0029
Si, 0.0015, -0.0017, 0.0021
Si, -0.0005, 0.0003, 0.006
Si, -0.0002, 0.0006, 0.0018
Si, -0.0012, 0.0029, 0.0064
Si, 0.0003, 0.0006, 0.0058
Si, 0.001, -0.0019, 0.0009
Si, -0.001, -0.0015, -0.0065
Si, 0.0026, -0.0008, 0.0104
Si, -0.0022, 0.0051, 0.0045
Si, -0.0011, 0.0004, -0.0065
Si, 0, 0.0001, -0.0001
Si, 0.0014, -0.0021, -0.0039
Si, 0.0013, -0.0015, -0.0061
Si, -0.0123, 0.0008, 0.0132
Si, -0.0044, 0.0033, 0.0001
Si, 0.0097, -0.0106, -0.0022
Si, -0.0015, 0.002, -0.0011
Si, 0.0037, -0.005, 0.0007
Si, 0.0006, -0.0014, -0.0001
Si, -0.002, 0.0039, -0.0013
Si, -0.0011, -0.0007, 0.0014
Si, -0.0019, 0.0018, -0.0005
Si, -0.0025, -0.0031, -0.0001
Si, -0.0036, 0.0008, 0.0039
Si, 0.0011, -0.0016, 0.0036
Si, -0.0006, 0.0034, 0.0009
Si, -0.0009, -0.0007, 0.0054
Si, 0.0038, 0.0033, -0.0005
Si, -0.0015, 0.0024, 0.0001
Si, 0.0027, 0.0001, 0.0044
Si, -0.0025, -0.0036, 0.0048
Si, -0.0025, -0.0019, 0.0073
Si, -0.0016, -0.0031, 0.0072
Si, 0.0067, -0.0053, 0.0038
Si, -0.0085, 0.0087, 0.0083
Si, 0.0025, 0.002, 0.0053
Si, 0.0003, -0.003, 0.0051
Si, 0.0044, -0.0009, 0.0088
Si, -0.0022, 0.0044, -0.0017
Si, 0.0022, -0.0066, 0.0054
Si, 0.0075, 0.0007, 0.0014
Si, -0.0017, -0.0034, 0.0027
Si, -0.003, 0.0008, -0.0012
Si, 0.0008, 0.01, 0.0013
Si, -0.0129, 0.0013, 0.0011
Si, 0.0126, -0.0003, 0.0001
Si, -0.0015, 0.0033, 0.0375
Si, 0.0036, 0.0066, 0.0177
Si, -0.0013, 0.0007, -0.0057
Si, -0.0205, 0.0008, 0.0099
Si, 0.0059, 0.004, 0.0054
Si, 0.0081, 0.0016, 0.0004
Si, 0.0068, -0.0155, 0.0077
Si, 0.0158, 0.0062, 0.0323
Si, -0.0041, 0.0066, -0.0063
Si, 0.0075, 0.0003, -0.0106
Si, -0.0017, 0.0101, -0.0294
Si, 0.0001, -0.0018, 0.0009
Si, 0.0028, 0.0056, -0.0219
Si, 0.0009, -0.01, -0.0071
Si, -0.0011, 0.0095, -0.0037
P, -0.036, -0.0104, -0.0415
Si, -0.0069, -0.0183, -0.0034
Si, 0.0444, 0.0016, -0.0677
Si, -0.0014, -0.0098, 0.0042
Si, 0.0124, -0.0253, -0.0159
Si, -0.0065, 0.0035, 0.0001
Si, -0.0003, 0.0005, 0.0028
Si, -0.0254, 0.0123, -0.0483
Si, 0.0201, 0.0091, 0.0153
Si, -0.0171, -0.0128, -0.0064
Si, 0.0384, -0.0239, -0.1015
Si, -0.0415, 0.0044, -0.0136
Si, 0.0336, 0.0092, -0.0019
Si, -0.0072, 0.0275, 0.0005
Si, 0.005, 0.01, -0.0747
Si, -0.0213, 0.05, -0.0562
Si, -0.0251, -0.0067, -0.0808
O, -0.0436, -0.0584, 0.0628
O, 0.014, -0.0051, -0.0056
O, 0.0011, 0.0006, -0.0017
O, 0.0034, 0.0002, -0.0026
O, 0.0264, 0.0339, 0.0644
O, 0.0153, 0.0056, -0.0131
O, -0.0009, -0.0004, -0.0031
O, 0.0001, -0.0043, -0.0018
O, -0.0077, 0.0047, 0.0152
O, -0.0045, 0.0203, 0.0286
O, 0.0214, -0.0275, 0.0374
O, 0.0311, -0.0319, 0.0512
O, 0.0018, -0.0202, 0.0195
O, 0.0174, -0.0005, 0.0376
O, -0.029, 0.0131, 0.0939
O, -0.0417, 0.0352, 0.0625
O, -0.0185, 0.0148, -0.0212
O, -0.0157, 0.0188, -0.0217
O, -0.0157, 0.0207, -0.0235
O, 0.0167, -0.0209, -0.022
O, 0.0183, -0.0153, -0.0222
O, -0.0182, 0.0136, -0.0193
O, 0.0201, -0.0172, -0.0226
O, 0.0168, -0.0243, -0.0281
Si, 0.0011, 0.0033, 0.031
Si, -0.0026, 0.0009, -0.0077
Si, 0.0036, 0.0034, -0.0032
Si, 0.0002, -0.0043, 0.0313
Si, -0.0019, 0.0097, -0.0094
Si, -0.0022, -0.0021, 0.001
Si, 0.0014, 0.0006, 0.0043
Si, -0.0081, 0.0106, 0.013
Si, -0.0074, -0.0076, -0.0527
Si, -0.0016, -0.0034, -0.0085
Si, -0.0069, -0.0011, -0.0011
Si, -0.0007, 0.003, -0.0007
Si, -0.0011, -0.0075, -0.0329
Si, 0.0106, -0.0113, 0.01
Si, -0.0103, 0.0246, -0.0428
Si, 0.0049, 0.0057, -0.0063
Si, -0.0035, 0.0012, -0.0023
Si, -0.0028, 0.0014, 0.0239
Si, 0.0067, 0.0029, -0.0489
Si, 0.0006, 0.0002, -0.0053
Si, 0.001, 0.0006, -0.0099
Si, 0.0039, -0.0069, -0.0038
Si, -0.0041, 0.0054, -0.0143
Si, 0.0142, 0.0078, -0.0472
Si, -0.0048, 0.0104, -0.0138
Si, 0.0012, -0.0011, -0.0108
Si, -0.0059, 0.0051, 0.0168
Si, 0.0034, -0.0083, -0.0012
Si, 0.001, 0.0051, 0.0043
Si, 0.0029, -0.0032, -0.0039
Si, 0.0007, 0.0056, -0.0058
Si, -0.004, 0.0043, -0.0055
Si, 0.0157, -0.0142, -0.0136
Si, -0.0012, -0.0026, -0.0003
Si, -0.0002, 0.005, -0.0077
Si, -0.0023, 0.0023, 0.0237
Si, 0.0026, -0.003, 0.0062
O, -0.0048, -0.0266, 0.007
O, 0.0002, 0.0007, 0.0054
O, -0.0096, -0.0088, 0.0073
O, 0.0074, -0.0018, 0.0122
O, 0.0013, 0.0015, 0.001
O, 0.014, 0.0005, -0.0005
O, 0.0002, 0.003, 0.0067
O, -0.0052, -0.001, 0.0014
O, 0.0025, -0.0002, -0.0008
O, -0.0013, -0.0016, 0.0029
O, -0.0002, -0.0037, -0.0075
O, 0.0066, -0.0074, 0.0033
O, 0.0056, 0.0094, -0.0007
O, -0.0024, 0.0024, 0.0053
O, 0.0001, -0.0008, -0.0011
O, -0.004, 0.0026, -0.0137
O, 0.0027, 0, 0.0066
O, 0.0019, 0.0019, 0.0047
O, 0.0003, 0.0015, -0.0063
O, -0.002, -0.0021, 0.0002
O, 0.0052, 0.0001, 0.0069
O, 0.0036, 0.0026, 0.002
O, -0.0091, -0.0042, 0.0003
O, 0.0042, 0.0025, 0.0121
O, 0.0016, 0.0028, 0.002
O, 0.0007, 0.0016, 0.0018
O, 0.0073, -0.0091, 0.001
O, -0.0011, 0.0013, -0.0018
O, -0.0084, 0.0033, -0.003
O, 0, 0.0012, 0.0052
O, -0.0018, -0.0083, 0.0061
O, 0.0011, -0.0008, 0.008
O, 0.0028, 0.0017, -0.006
O, -0.0075, -0.0052, -0.0021
O, -0.0086, 0.0017, 0.0074
O, -0.0003, -0.0026, 0.0101
O, 0.0008, 0.008, -0.0081
O, -0.0027, -0.0053, 0.0085
O, 0.0002, -0.0064, -0.0038
O, -0.0003, -0.0022, 0.0005
O, -0.0122, 0.0166, 0.043
O, -0.0085, 0.0204, 0.0076
O, 0.0002, -0.0097, 0.0161
O, 0.0014, 0.0003, 0.001
O, 0.0001, -0.0031, 0.0011
O, -0.0019, -0.0036, -0.0037
O, 0.0081, -0.0052, 0.0073
O, 0.0012, 0.0034, 0.0051
O, -0.0079, 0.0062, 0.0009
O, 0.0045, 0.0067, -0.0011
O, 0.0181, 0.0089, -0.0166
O, 0.0104, -0.0034, 0.0373
O, -0.0019, 0.0004, 0.0055
O, 0.0004, -0.0005, -0.0034
O, 0.0232, -0.0067, 0.0111
O, -0.0092, -0.0171, -0.0146
O, -0.0027, -0.0063, -0.0016
O, -0.0061, 0.0032, -0.0059
O, -0.0023, 0, 0.0009
O, -0.0033, 0.0052, 0.0012
O, -0.0011, 0.0196, -0.0248
O, 0.0003, -0.0019, 0.0047
O, -0.0063, -0.0141, -0.0303
O, 0.0087, -0.0199, 0.033
O, -0.0097, -0.0046, 0.0034
O, 0.0065, 0.002, -0.0002

The program warned: the cutoff lies below the one the program advises for these potential files; the exchange-correlation potential is rough where the density is thin.
